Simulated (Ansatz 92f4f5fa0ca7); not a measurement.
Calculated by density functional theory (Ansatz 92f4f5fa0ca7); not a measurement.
Periodic cell of 213 atoms, Si132O78H3, from a study of silicon, its oxide and their interface. The atomic structure is a simulated model.
Doubt: the cutoff is far below the 930 eV that the study's wrapper takes by default for these files, so forces and energies are approximate.
This geometry differs little from another in the collection (a relaxation step or a small displacement).

Settings
functional: PBE
potential files: Ansatz PAW
basis: plane waves
wave-function cutoff: 580 eV
density cutoff ratio: 5
exchange-correlation grid ratio: 1
k mesh: 1 x 1 x 1, Gamma-centred
self-consistency stop: 5e-08 eV per atom in the density residual
occupations: fixed
spin: none
net charge: -1 e, with a uniform compensating background and no finite-size correction

Cell vectors (angstrom)
a	10.938	0	0
b	0	10.938	0
c	0	0	31.231

Atoms and the computed forces on them: element, x, y, z (angstrom), force x, y, z (eV/angstrom)
Si	10.4334	0.5416	23.7553	0.0018	-0.0015	-0.0072
Si	6.1161	10.3332	23.8679	-0.0003	0.0009	-0.0092
Si	2.2709	3.1128	23.7657	0.0005	-0.0019	-0.0087
Si	8.6382	2.3675	23.8037	-0.0016	0.0022	-0.0074
Si	0.6568	4.9703	23.8505	-0.0006	0.0025	-0.008
Si	4.9953	5.9359	23.8747	-0.0002	0.0004	0
Si	3.2844	7.6347	23.9012	0.0002	0.0001	0.0003
Si	7.7905	8.5317	23.828	0.0003	-0.0007	-0.0076
Si	1.2876	1.4086	25.068	0.0016	-0.0019	0.0018
Si	6.953	1.2721	25.0613	-0.0006	0.0019	0.0025
Si	4.059	4.089	25.0215	0.0012	-0.0006	0.001
Si	9.7065	4.0689	25.0368	-0.0013	-0.0002	0.0028
Si	1.5184	6.7219	25.1614	-0.0007	0.0009	0.002
Si	6.7863	6.8526	25.1246	0.0011	-0.0002	0.0019
Si	4.2222	9.4823	25.0382	0.0002	0.0004	0.0022
Si	9.5626	9.6067	24.9882	0.0015	0	0.0019
Si	2.757	-0.0288	26.2969	-0.0007	0.0017	0.0058
Si	8.2741	-0.0286	26.5223	-0.0049	-0.0057	-0.0207
Si	0.0297	2.7486	26.5498	0.0011	0.0007	-0.0209
Si	5.4997	2.6932	26.3105	-0.0003	0.0006	0.0057
Si	2.8003	5.386	26.5867	0.0021	0.0011	-0.0262
Si	8.248	5.4413	26.3379	-0.0001	-0.0001	0.0045
Si	0.0432	8.193	26.3157	-0.0021	0.0002	0.0049
Si	5.5028	8.2073	26.5716	-0.0045	-0.0055	-0.0278
Si	4.1069	1.3527	27.7183	-0.0006	-0.0008	-0.0053
Si	9.6086	1.3547	27.8707	0.0014	0.0027	0.0223
Si	1.3877	4.0847	27.911	-0.0056	-0.0043	0.026
Si	6.866	4.0686	27.7247	-0.0004	-0.0004	-0.0024
Si	4.147	6.8078	27.892	0.0004	0.0012	0.0202
Si	9.5875	6.8449	27.729	0.0003	0	-0.0043
Si	1.3974	9.5558	27.7283	0.0011	0.0001	-0.0048
Si	6.8728	9.5813	27.8792	0.0068	0.0082	0.0247
Si	0.0438	-0.0328	29.1748	-0.0009	0.0014	-0.0014
Si	5.4578	0.0173	29.1712	0.0011	-0.0007	-0.0031
Si	2.768	2.6947	29.188	-0.0013	0.0001	-0.0035
Si	8.2032	2.7281	29.1752	-0.0011	-0.0007	-0.0013
Si	-0.0137	5.49	29.1782	0.002	-0.0001	-0.0029
Si	5.5243	5.422	29.1833	-0.0016	0.003	-0.0025
Si	2.7338	8.2	29.1744	-0.0013	-0.0006	-0.0013
Si	8.2331	8.179	29.1808	-0.0001	0.001	-0.0038
Si	1.3673	1.3673	30.5472	0.1449	-0.2709	0.0045
Si	6.8362	1.3673	30.5472	-0.1165	0.0844	0.0309
Si	4.1018	4.1018	30.5472	0.2198	-0.1631	-0.0621
Si	9.5708	4.1018	30.5472	-0.103	0.1074	-0.0224
Si	1.3673	6.8362	30.5472	-0.0974	0.1005	0.0526
Si	6.8362	6.8362	30.5472	0.2113	-0.162	-0.0317
Si	4.1018	9.5708	30.5472	-0.0579	0.0598	-0.034
Si	9.5708	9.5708	30.5472	0.2353	-0.1052	-0.0799
Si	2.7345	0	0.6835	-0.1972	0.2202	0.0868
Si	8.2035	0	0.6835	0.0226	-0.0975	-0.0407
Si	0	2.7345	0.6835	0.0459	-0.1092	-0.0481
Si	5.469	2.7345	0.6835	-0.1478	0.2133	0.162
Si	2.7345	5.469	0.6835	0.1151	-0.1149	-0.1111
Si	8.2035	5.469	0.6835	-0.187	0.1533	0.121
Si	0	8.2035	0.6835	-0.166	0.1833	0.1009
Si	5.469	8.2035	0.6835	0.1012	-0.1184	-0.1179
Si	4.065	1.3999	2.0598	0.001	0.0001	0.0048
Si	9.5459	1.3828	2.0523	-0.0006	-0.0015	-0.0043
Si	1.3894	4.0792	2.0419	-0.0045	0.0014	0.0053
Si	6.7958	4.1444	2.0646	-0.0001	0.0007	0.0004
Si	4.1192	6.8191	2.0429	-0.0011	0.0002	-0.0008
Si	9.5404	6.8661	2.0558	-0.0004	0.0003	0.0061
Si	1.3379	9.6025	2.052	0.0013	-0.0017	0.0048
Si	6.8362	9.5604	2.0493	-0.0017	0.0034	0.0059
Si	-0.0404	0.0313	3.4648	-0.0013	0.0027	0.0041
Si	5.4423	0.0083	3.3557	-0.0063	-0.0064	-0.0202
Si	2.7228	2.7614	3.5205	0.0004	0.0038	0.0078
Si	8.1526	2.7561	3.3835	0.0028	-0.0047	-0.0199
Si	-0.003	5.4616	3.3258	0.0068	0.0034	-0.0235
Si	5.4367	5.4916	3.5251	-0.0021	0.0024	0.0022
Si	2.741	8.21	3.3305	0.0071	0.0021	-0.0191
Si	8.1561	8.2054	3.4972	-0.0046	-0.0004	0.0083
Si	1.2916	1.4202	4.8776	0.0005	-0.0049	-0.0042
Si	6.7302	1.4137	4.7165	0.0179	0.0063	0.0129
Si	4.0776	4.1335	4.9642	0.003	0.0062	-0.0035
Si	9.5385	4.1505	4.6769	-0.0046	-0.0153	0.0168
Si	1.3839	6.8237	4.6309	-0.004	-0.004	0.018
Si	6.7846	6.8676	4.9503	-0.0071	0	-0.0034
Si	4.0788	9.5771	4.694	0.0015	-0.0005	0.013
Si	9.4918	9.6262	4.8493	0.0052	0.0009	-0.0045
Si	2.6881	-0.0501	6.0921	0	0.0042	0.0027
Si	8.0984	0.1429	6.1479	-0.0061	-0.0007	-0.0013
Si	-0.1224	2.8403	6.1756	0.0021	0.006	-0.0008
Si	5.5071	2.7403	6.2661	0.0158	-0.0003	0.0024
Si	2.6591	5.5998	6.2305	-0.0005	0.0021	0.0004
Si	8.1424	5.3383	6.1604	-0.0037	-0.0168	0.0044
Si	-0.0076	8.137	5.9847	-0.0017	0.0018	0.0027
Si	5.3791	8.3396	6.2654	-0.0025	-0.0001	0.0008
Si	4.4325	0.8889	7.3597	-0.0011	-0.0019	0.0183
Si	8.9387	1.9968	7.361	-0.0338	0.0343	-0.004
Si	0.7833	4.6812	7.3578	0.0004	-0.0021	0.0168
Si	7.2192	3.7013	7.6393	0.0073	-0.0047	-0.0024
Si	3.5164	7.4699	7.4747	0.0024	-0.0007	0.0154
Si	9.9937	6.3509	7.2038	-0.0008	0.0002	0.0187
Si	1.6603	9.1272	7.3018	-0.0059	0.0009	0.0066
Si	6.262	10.2763	7.3893	0.0027	0.0013	0.0146
H	9.3791	1.5096	8.71	0.0199	-0.0208	-0.002
O	3.9235	0.8308	8.97	0.0096	-0.0026	-0.0255
O	6.5544	10.3969	9.0532	-0.0013	0.0056	-0.0203
O	0.8221	9.6574	8.6639	0.0052	-0.0019	-0.0165
O	3.9478	7.1294	9.0568	-0.002	-0.0011	-0.0208
O	9.8092	6.7728	8.8044	0.0025	-0.0117	-0.0274
O	0.9878	4.5302	9.0165	-0.0042	0.0013	-0.0211
H	2.8303	7.9322	22.5095	0.0002	0.0005	0.0016
H	5.3857	5.6107	22.4618	-0.0006	0.0004	0.0016
O	7.9903	3.156	22.4231	0.0007	-0.0025	0.0128
O	0.1472	11.06	22.2758	-0.0029	0.0047	0.0138
O	0.4998	5.6618	22.3277	0.0024	-0.0013	0.0146
O	2.5875	2.5155	22.2182	-0.0044	0.004	0.0172
O	5.8948	-0.1476	22.2938	0.0036	-0.0022	0.016
O	8.1523	7.8809	22.3172	-0.0049	0.003	0.0159
Si	10.9774	9.2246	13.9682	0	-0.006	0.01
Si	5.8961	8.1429	16.3841	-0.0002	-0.0005	0.0027
Si	9.1677	0.9524	19.1405	-0.0017	-0.001	-0.007
Si	3.2447	7.1166	17.5453	0.0016	-0.0006	-0.0015
Si	2.2943	4.5821	18.9844	0.0014	0.0012	-0.0069
Si	0.7124	2.4347	14.5489	-0.0007	0.0041	0.0132
Si	7.1595	5.7739	11.5676	-0.0051	-0.0006	0.0178
Si	8.6447	3.1546	20.9276	0.0004	0.0001	-0.0141
Si	5.4944	3.3589	11.993	0.0017	0.0016	0.0198
Si	1.2363	3.7077	10.381	0.0074	-0.0007	0.024
Si	2.4629	0.764	18.2801	0.0004	0.0004	-0.0046
Si	2.9672	9.3938	19.7018	-0.0009	-0.0006	-0.0078
Si	5.9703	3.5755	16.1292	-0.0018	0.0014	0.0032
Si	3.1337	2.291	20.7076	0.0022	-0.0009	-0.0151
Si	7.2856	5.9715	14.6123	0.0028	-0.0026	0.0151
Si	6.1646	1.2428	14.283	-0.0022	-0.0015	0.0106
Si	9.975	4.8046	15.6376	-0.0008	0.0009	0.0022
Si	8.3577	3.6456	18.0661	-0.0008	-0.0002	-0.0045
Si	10.7194	1.5223	11.7045	0.0016	-0.0019	0.0245
Si	3.999	10.011	14.6444	0.0025	-0.0015	0.0093
Si	3.5893	1.5592	10.3713	-0.0047	0.0046	0.0211
Si	6.7917	9.4038	10.3067	0.0017	-0.0012	0.0253
Si	5.1442	-0.173	20.8714	-0.0026	-0.0004	-0.0149
Si	0.5326	9.6195	10.2479	0.005	-0.0017	0.0222
Si	2.4595	10.0891	12.2025	-0.0006	-0.0053	0.019
Si	8.9242	7.8845	20.8803	0.0017	0.0002	-0.0142
Si	7.281	9.5614	18.862	0.0007	0	-0.0062
Si	8.4284	10.704	12.8036	0.002	-0.0002	0.0174
Si	3.0443	5.4114	12.3729	-0.0023	0.0018	0.0172
Si	10.7704	5.2842	20.8964	-0.0027	-0.0003	-0.0141
Si	9.1744	7.4636	10.0967	-0.0032	0.0037	0.0223
Si	1.4722	6.6341	14.89	-0.0028	0.0015	0.0081
Si	4.7029	7.244	10.4856	-0.0024	-0.0023	0.0225
Si	2.8974	3.0977	16.4985	0.0017	0	0.0015
Si	1.1595	10.6774	16.0281	0.0001	0.0004	0.0021
Si	0.1152	10.3107	20.8365	-0.0003	-0.0023	-0.0129
O	7.8288	8.2931	9.7247	0.0007	-0.001	-0.0109
O	10.0576	9.0385	20.9133	-0.0003	0.0001	0.0036
O	8.0843	4.0408	19.6496	0.001	0	0.0053
O	4.8209	7.2551	17.2029	-0.0003	0.0006	-0.0006
O	11.0108	9.5546	15.5809	-0.0008	-0.0001	-0.0042
O	9.3626	4.582	17.1549	0.0006	0.0001	-0.0005
O	3.1913	1.6127	17.1028	-0.0009	0.0001	0.0009
O	4.1157	9.4579	20.87	0.0015	0.0004	0.0049
O	0.7367	1.9953	12.9815	-0.0038	-0.0032	-0.0163
O	8.4855	1.5803	20.4966	-0.0011	0.0025	0.0054
O	3.2932	3.7746	20.0155	0.0001	-0.002	0.0047
O	0.965	5.1852	19.7159	-0.0035	0.0011	0.0051
O	3.1267	0.5139	11.5729	0.0031	0.0086	-0.0121
O	2.3695	7.2323	16.1527	-0.0018	-0.0003	-0.0028
O	6.0087	2.3256	13.1157	-0.0029	0.0081	-0.0132
O	8.4717	10.5935	18.4787	0.0001	0.0006	0.002
O	6.6676	9.0814	17.4468	-0.0005	-0.0003	0.0011
O	5.0722	9.0039	15.2939	-0.0032	0.0034	-0.0026
O	6.2301	10.4715	19.7025	-0.0031	0.002	0.0054
O	3.6415	6.7477	11.6357	0.0063	0.0047	-0.011
O	0.6163	7.6885	13.9443	-0.0014	0.0038	-0.0033
O	10.2898	8.5483	10.6763	-0.002	-0.0016	-0.008
O	10.3818	3.4081	14.8869	0.0017	-0.003	-0.0029
O	4.7351	0.4933	14.4273	0.001	0.0022	-0.0023
O	1.9382	9.1474	10.9792	-0.0057	0.0004	-0.0104
O	9.4743	9.5478	13.3798	-0.004	0.0034	-0.006
O	2.6687	10.2405	15.5587	0.0015	0	-0.0023
O	4.467	1.333	20.7257	0	0.0003	0.0037
O	6.0113	6.2721	10.5277	-0.0022	0.0038	-0.0065
O	2.0803	1.5766	19.6513	0.0003	0.0019	0.0046
O	3.5326	10.5577	18.6906	-0.0001	-0.0001	0.0028
O	4.9057	2.4344	10.7908	-0.0024	-0.0049	-0.0112
O	0.5388	1.1111	15.4448	-0.0004	0.002	-0.0034
O	2.3595	2.5737	10.1129	-0.0002	-0.0001	-0.005
O	4.288	4.3426	12.5371	0.0024	-0.0017	-0.006
O	6.3727	4.6881	15.0174	0.0009	0.0026	-0.0037
O	2.7389	8.1365	18.718	-0.0005	0.0021	0.0026
O	8.861	5.5736	14.7331	-0.0032	0.0014	-0.0027
O	5.3414	8.7446	10.7508	0.003	0.0009	-0.0081
O	6.8791	4.1622	11.6151	0.0025	0.0002	-0.0048
O	6.9379	6.3935	13.0805	-0.0013	-0.0006	-0.0174
O	0.2228	0.2255	10.7747	-0.0001	-0.0023	-0.0096
O	6.8412	3.776	17.4861	-0.0005	0.0001	-0.0007
O	1.189	-0.0356	17.6386	-0.0004	0.0002	-0.0006
O	10.1672	3.7612	21.0662	0.0002	0.0005	0.0044
O	6.3891	2.0689	15.6684	-0.0001	-0.0026	-0.0046
O	9.2511	1.0985	12.2994	0.0034	0.0027	-0.0073
O	7.8432	8.2633	19.6987	0.0017	-0.0017	0.0056
O	1.8841	3.7412	17.6269	-0.0007	0.0001	0.001
O	1.7947	4.738	11.5432	-0.0066	-0.0057	-0.0128
O	4.3648	3.7868	16.3625	0.0006	0.0002	-0.0005
O	2.1461	3.0954	15.0411	-0.0029	-0.0007	-0.0038
O	1.5775	9.7205	20.4596	-0.002	0.0005	0.0035
O	7.4877	10.1293	11.6006	-0.0061	-0.0054	-0.0158
O	10.6012	0.433	19.6882	0.0016	-0.001	0.0036
O	3.5647	9.4069	13.1885	-0.0047	0.0014	-0.0094
O	10.7903	2.8946	10.8023	0.0001	0.0045	-0.0112
O	9.6405	6.4345	20.5582	0.0002	-0.0005	0.0034
O	6.9824	7.2176	15.6137	0.0008	-0.002	-0.0036
O	1.1042	10.2096	13.1781	0.0045	0.0035	-0.0102
O	7.4197	0.2305	14.0127	0.004	-0.0018	-0.0056
O	0.3878	5.7047	15.6788	0.0012	0.0006	-0.0016
O	9.1059	2.1693	18.0399	0	-0.0003	0.0022
O	2.4684	5.8459	13.8559	0.0052	-0.0042	-0.0108
O	8.667	6.2683	11.1256	0.0037	0.0023	-0.0105
O	3.2161	5.7303	18.3541	-0.0011	-0.0004	0.0019

Results
free energy: -128315.147 eV
free energy less fixed offsets of H -15.97, O -568.88, Si -635.61 eV per atom: 5.923 eV

The program warned: the cutoff lies below the one the program advises for these potential files; the forces do not sum to zero within the program's tolerance; the exchange-correlation potential is rough where the density is thin.
